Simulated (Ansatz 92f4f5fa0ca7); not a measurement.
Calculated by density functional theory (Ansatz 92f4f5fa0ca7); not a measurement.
Periodic cell of 272 atoms, Si165O105B2, from a study of silicon, its oxide and their interface. The atomic structure is a simulated model.

Settings: functional PBE; potential files Ansatz PAW; basis plane waves; wave-function cutoff 700 eV; density cutoff ratio 5; exchange-correlation grid ratio 1; k mesh 2 x 2 x 1, shifted by 0.5 0.5 0.5 of a step; self-consistency stop 5e-08 eV per atom in the density residual; occupations fixed; spin none; net charge 0.

Cell vectors (angstrom)
a  11.6015  0  0
b  0  13.3963  0
c  0  0  29.8085

Atoms: element, x, y, z (angstrom)
Si  11.5546  0.1649  22.9334
Si  3.9064  0.1359  23.0277
Si  7.6778  0.1017  23.1489
Si  2.0455  3.4506  22.9009
Si  5.8924  3.6534  23.0268
Si  9.7635  3.5156  23.063
Si  11.6607  6.846  23.0451
Si  3.9575  7.0227  23.1653
Si  7.7859  6.8453  23.1633
Si  2.0204  10.216  23.2364
Si  5.8533  10.0867  23.2755
Si  9.8306  10.0768  23.181
Si  11.6928  2.3671  23.7898
Si  3.9794  2.3859  23.7542
Si  7.7861  2.3922  23.7862
Si  2.0267  5.7028  23.7009
Si  5.8317  5.7932  23.9691
Si  9.7347  5.7207  23.884
Si  11.733  9.0131  24.001
Si  3.9006  9.1224  24.1599
Si  7.843  9.0492  23.966
Si  1.9143  12.4835  23.8105
Si  5.7763  12.3619  23.9179
Si  9.6834  12.3773  23.7958
Si  11.64  2.286  26.1932
Si  3.9083  2.3005  26.1699
Si  7.7544  2.3035  26.1895
Si  1.9737  5.6188  26.1433
Si  5.8163  5.6579  26.3098
Si  9.7015  5.6348  26.254
Si  11.6562  8.9684  26.3327
Si  3.8807  9.006  26.4496
Si  7.7897  8.9866  26.3105
Si  1.9239  12.3736  26.2095
Si  5.7971  12.3232  26.2779
Si  9.6833  12.3324  26.1966
Si  1.9686  1.1867  27.0221
Si  5.8227  1.1757  27.0203
Si  9.6866  1.1697  27.0044
Si  11.642  4.5079  27.0124
Si  3.8802  4.5064  27.0298
Si  7.7553  4.5137  27.0419
Si  1.9584  7.81  27.0732
Si  5.8439  7.8795  27.085
Si  9.7084  7.849  27.0698
Si  11.6135  11.2263  27.0381
Si  3.8471  11.2587  27.0751
Si  7.7566  11.2232  27.0471
Si  1.9336  1.1164  29.4135
Si  5.8008  1.1164  29.4135
Si  9.6679  1.1164  29.4135
Si  0  4.4654  29.4135
Si  3.8672  4.4654  29.4135
Si  7.7343  4.4654  29.4135
Si  1.9336  7.8145  29.4135
Si  5.8008  7.8145  29.4135
Si  9.6679  7.8145  29.4135
Si  0  11.1635  29.4135
Si  3.8672  11.1635  29.4135
Si  7.7343  11.1635  29.4135
Si  0  0  0.3944
Si  3.8672  0  0.3944
Si  7.7343  0  0.3944
Si  1.9336  3.3491  0.3944
Si  5.8008  3.3491  0.3944
Si  9.6679  3.3491  0.3944
Si  0  6.6981  0.3944
Si  3.8672  6.6981  0.3944
Si  7.7343  6.6981  0.3944
Si  1.9336  10.0472  0.3944
Si  5.8008  10.0472  0.3944
Si  9.6679  10.0472  0.3944
Si  11.5465  -0.036  2.7445
Si  3.8415  -0.0626  2.7984
Si  7.6615  -0.0818  2.7719
Si  1.9269  3.2911  2.7431
Si  5.7538  3.2926  2.7984
Si  9.5983  3.3256  2.7581
Si  11.5825  6.6551  2.7599
Si  3.8686  6.6383  2.7442
Si  7.7321  6.6643  2.7612
Si  1.9307  10.0097  2.7592
Si  5.8244  10.053  2.7767
Si  9.6749  9.9879  2.7543
Si  11.5504  2.2192  3.4389
Si  3.8157  2.1399  3.6238
Si  7.6798  2.1291  3.549
Si  1.9129  5.5175  3.4999
Si  5.8072  5.5473  3.5634
Si  9.6503  5.5495  3.5887
Si  11.6107  8.886  3.5665
Si  3.904  8.8826  3.4509
Si  7.7409  8.8878  3.5647
Si  1.8625  12.2428  3.5509
Si  5.7482  12.2335  3.7466
Si  9.6153  12.2113  3.5147
Si  11.4694  2.1985  5.756
Si  3.7224  2.0639  6.0296
Si  7.6096  2.0087  5.917
Si  1.8874  5.4452  5.8467
Si  5.8045  5.5116  5.9375
Si  9.6175  5.4973  5.9773
Si  11.6403  8.8355  5.9461
Si  3.938  8.8195  5.7751
Si  7.7814  8.8339  5.9446
Si  1.776  12.1888  5.925
Si  5.707  12.1643  6.257
Si  9.5782  12.1419  5.8686
Si  1.6348  1.016  6.7089
Si  5.6554  1.0505  6.9857
Si  9.6335  0.9695  6.5983
Si  11.5481  4.3674  6.7018
Si  3.8483  4.3415  6.5622
Si  7.7003  4.228  6.5956
Si  2.0351  7.6788  6.5232
Si  5.8516  7.7647  6.7662
Si  9.7328  7.7353  6.7635
Si  11.4433  11.0333  6.8014
Si  3.6484  10.9703  6.6677
Si  7.7395  11.0095  6.8467
O  9.947  7.8829  8.4267
O  9.9203  0.8432  8.2461
O  1.0503  0.973  8.2964
O  3.0725  10.5891  8.1811
O  5.8954  7.902  8.4398
O  5.5708  1.3133  8.6652
O  3.9201  4.2523  8.2072
O  7.7002  3.794  8.2164
O  -0.0781  4.377  8.3778
O  11.1381  11.0132  8.4564
O  8.0821  10.7871  8.4877
O  2.3588  7.6002  8.1326
O  11.4363  0.186  21.256
O  9.8084  3.6152  21.4042
O  4.1478  7.5347  21.5785
O  5.9982  4.1185  21.411
O  5.7419  9.7576  21.6378
O  2.0634  3.396  21.2168
O  7.3924  13.4131  21.51
O  3.983  0.1239  21.363
O  7.7267  6.8355  21.5032
O  2.0838  10.1413  21.5866
O  11.5555  6.9549  21.3817
O  10.1493  9.6874  21.5818
Si  11.6833  6.4712  11.3354
Si  1.5916  10.3075  16.231
Si  0.2288  3.7455  9.8506
Si  8.0685  12.8421  20.152
Si  2.8477  10.4777  9.7794
Si  2.5343  10.3696  20.0464
Si  10.3585  3.6735  19.8735
Si  0.2989  12.8023  17.1257
Si  10.8472  0.6711  19.8009
Si  3.3238  7.772  16.265
Si  0.3318  6.4631  19.8763
Si  9.3327  2.3597  14.251
Si  2.807  2.6006  10.9528
Si  5.1145  11.9067  15.3839
Si  4.9337  8.6775  20.6976
Si  3.5998  -0.3425  11.2848
Si  5.7595  8.8374  14.8388
Si  -0.1487  11.3828  10.026
Si  9.4216  9.9594  20.1479
Si  3.3777  0.0383  19.8492
Si  7.5373  4.6845  9.5594
Si  2.3522  12.2863  14.1555
Si  6.1355  0.6044  10.0525
Si  2.7275  2.8897  19.7938
Si  5.7376  4.1388  13.6445
Si  7.3236  0.2394  15.6015
Si  9.5762  11.6467  15.1799
Si  2.1088  6.5284  13.5976
Si  2.7072  3.4673  13.9384
Si  11.6876  9.1347  18.3719
Si  11.2589  0.9289  9.1886
Si  9.2022  7.3375  9.7749
B  8.4625  9.4194  14.433
Si  4.9358  7.0243  12.4422
Si  3.0015  5.6081  18.7464
Si  2.6078  7.4458  9.7128
Si  6.352  8.4009  9.9348
Si  4.385  4.7527  9.6602
Si  9.2804  10.8882  12.2703
Si  5.846  13.0925  17.9569
Si  7.9022  4.7623  18.3498
B  7.9136  4.3727  15.5054
Si  7.261  11.1453  9.8689
Si  5.3525  4.1196  19.911
Si  0.7493  1.3987  15.0515
Si  7.5258  7.4313  20.0018
Si  7.729  2.6461  11.7597
O  3.5407  6.1192  9.9855
O  1.8912  2.5638  15.0189
O  -0.2748  13.0182  10.1777
O  8.4269  8.7497  19.7745
O  2.3322  1.3015  19.5661
O  8.0593  4.9031  16.7515
O  2.6724  11.9666  19.7149
O  7.3866  8.7361  14.9684
O  1.2381  0.0824  14.2037
O  4.3231  3.5139  14.1832
O  4.1846  3.4758  10.6987
O  10.8803  1.9168  14.5326
O  11.5058  4.8622  11.0073
O  10.8513  12.1469  16.0409
O  1.8047  3.3613  9.9304
O  8.5074  5.9492  9.3212
O  11.1573  2.2698  19.549
O  5.5582  7.5062  11.0231
O  11.4072  7.5614  18.7632
O  7.9711  8.3059  10.2132
O  10.2329  7.1786  11.0369
O  9.0245  3.8488  14.8571
O  8.6859  11.3717  20.3922
O  10.5477  10.7006  11.2317
O  8.3313  12.3974  15.9102
O  4.3645  2.8268  19.8999
O  4.5309  0.2327  18.7189
O  10.4565  10.0637  18.8981
O  6.591  0.7907  16.9708
O  0.6442  6.7495  12.8645
O  1.1457  7.1689  10.3416
O  3.2948  6.9021  12.5251
O  3.9252  9.5546  19.7673
O  6.6664  4.4468  14.9428
O  0.6609  0.9097  16.6037
O  1.5444  11.7277  17.0876
O  5.36  8.2329  13.4065
O  2.9873  12.4162  12.6563
O  6.4562  3.0136  12.7138
O  2.8586  9.3213  16.6078
O  5.9873  7.9006  19.7306
O  1.9545  6.3788  19.7297
O  1.424  9.6579  19.1209
O  9.3129  10.0403  15.3285
O  3.1882  8.9182  10.2285
O  8.6929  9.5445  13.0634
O  2.3867  7.3865  14.9613
O  9.1  3.7978  18.867
O  4.9371  7.939  15.95
O  7.351  1.4462  10.7278
O  7.9699  6.2695  18.9611
O  5.9745  5.0971  9.72
O  6.9284  -0.7773  19.0443
O  11.0675  2.3089  10.0698
O  9.0476  2.2745  12.6457
O  9.641  11.9265  13.529
O  6.5169  4.0148  18.787
O  6.0894  10.0124  10.0912
O  1.3381  10.7932  10.3007
O  5.2991  10.4051  14.7987
O  1.6821  10.8265  14.6372
O  11.4245  13.0492  18.6585
O  5.4206  11.8401  16.9909
O  8.0936  11.3822  11.2567
O  11.2952  4.9857  19.6182
O  8.2003  1.4157  14.9499
O  2.4301  4.0319  18.6113
O  3.7289  11.7337  10.3401
O  9.2201  0.5115  19.7223
O  2.3602  2.8059  12.4967
O  3.6147  12.497  15.1671
O  8.1144  3.9511  10.8767
O  5.1009  0.3208  11.2993
O  4.4423  5.4388  19.5159
O  6.14  12.9833  14.6608
O  3.1478  6.5644  17.3937
O  2.7571  0.9686  10.7194
O  0.2988  9.4006  16.7527
O  5.5316  5.5536  12.8435
O  2.134  4.9719  14.0405
O  6.6083  12.568  9.4837

Results
free energy: -164940.491 eV
free energy less fixed offsets of B -155.45, O -569.03, Si -635.61 eV per atom: -5.791 eV

Forces (eV/angstrom), in the order of the atoms: element, x, y, z
Si  -0.0194  -0.0159  -0.0635
Si  0.0345  -0.0196  -0.0562
Si  -0.0143  -0.003  -0.0466
Si  -0.0129  -0.0176  -0.0553
Si  0.0014  0.0114  -0.0762
Si  0.0024  -0.0127  -0.0602
Si  -0.0119  -0.0139  -0.0524
Si  0.0292  0.0103  -0.0656
Si  -0.0044  -0.0238  -0.044
Si  -0.0144  -0.0013  -0.0515
Si  -0.0409  -0.0221  -0.0504
Si  0.0266  -0.011  -0.0489
Si  -0.0043  0.012  -0.0003
Si  0.0078  0.0035  0.014
Si  -0.025  -0.0089  -0.0003
Si  0.0224  0.0117  0.049
Si  -0.0026  -0.0098  -0.0277
Si  0.0058  0.0078  -0.004
Si  0.0197  0.002  -0.002
Si  -0.0312  0.0027  -0.0258
Si  0.0102  0.0245  0.0231
Si  0.0036  0.0029  0.0182
Si  -0.0049  0.0089  -0.0107
Si  0.0039  -0.0003  0.0114
Si  -0.004  -0.0038  -0.0243
Si  0.003  0.0091  -0.0255
Si  -0.0075  0.0098  -0.0247
Si  0.0125  0.016  -0.03
Si  -0.0003  0.0076  -0.0167
Si  -0.0002  0.0047  -0.0144
Si  0.0045  0.028  -0.0035
Si  -0.0236  0.0149  -0.0032
Si  -0.0057  0.0187  -0.0117
Si  0.0017  0.0054  -0.0276
Si  0.0012  0.0113  -0.0122
Si  0.0115  0.0122  -0.0197
Si  -0.0004  0.0074  0.0043
Si  0.0007  -0.0047  0.0017
Si  0.0056  0.0012  0.008
Si  0.0044  0.0058  0.0149
Si  -0.016  -0.0011  0.0012
Si  0.0117  -0.0004  -0.0079
Si  -0.0016  -0.0117  -0.0059
Si  0.0234  -0.0083  -0.0135
Si  -0.0059  -0.009  -0.003
Si  0.0003  -0.0082  0.0038
Si  -0.0062  0.0032  -0.0073
Si  0.0153  0.0042  -0.005
Si  0.0622  0.1712  -0.1478
Si  0.0342  0.1338  -0.1739
Si  0.07  0.0951  -0.2248
Si  0.1205  0.0804  -0.1742
Si  -0.0664  0.0488  -0.1801
Si  0.0912  0.0408  -0.0492
Si  -0.0049  -0.1565  0.2343
Si  0.1152  0.0287  0.3747
Si  0.0539  0.0172  0.1274
Si  0.0146  0.157  -0.0818
Si  -0.0881  0.2775  0.2239
Si  0.0367  0.1483  -0.0752
Si  -0.0788  -0.1195  -0.161
Si  0.0337  -0.1923  0.2985
Si  -0.1995  -0.225  0.0552
Si  0.0903  -0.1204  -0.1124
Si  -0.1061  -0.1017  0.2186
Si  -0.1989  0.0103  -0.0665
Si  -0.0684  -0.0079  0.0496
Si  -0.0117  -0.133  -0.1129
Si  0.0128  -0.0306  0.0422
Si  -0.0255  -0.0117  -0.0649
Si  0.1243  0.1102  0.0717
Si  -0.0059  -0.1312  -0.0678
Si  0  -0.0032  0.0147
Si  0.0276  -0.0064  -0.0124
Si  -0.0231  -0.0043  -0.0065
Si  0.0303  0.0047  0.0106
Si  -0.0081  0.0089  -0.02
Si  -0.0289  0.0005  0.0023
Si  -0.0073  0.0086  0.0061
Si  0.0032  -0.0082  0.008
Si  0.0003  -0.0009  -0.0047
Si  -0.0205  0.0041  0.0059
Si  0.0054  -0.0018  -0.0005
Si  -0.0038  0.0042  -0.0025
Si  -0.006  -0.0126  -0.0007
Si  0.0006  -0.0087  0.021
Si  0.0096  -0.0009  0.0157
Si  -0.0056  -0.0079  0.0123
Si  0.0025  -0.0119  0.0154
Si  -0.0006  -0.0159  0.0205
Si  -0.0009  -0.017  0.0193
Si  0.0027  -0.0078  0.0018
Si  -0.018  -0.018  0.0165
Si  0.0041  -0.0116  0.0208
Si  0.0065  0.0007  0.0385
Si  0.0151  -0.0025  0.0192
Si  -0.0025  -0.0158  0.0378
Si  -0.0174  -0.0122  -0.0246
Si  0.0056  -0.0067  -0.0061
Si  -0.0062  -0.0117  0.0031
Si  0.0306  0.0073  0.0017
Si  -0.0005  -0.0091  -0.0159
Si  0.0108  -0.0176  -0.0198
Si  0.0332  -0.0105  0.0373
Si  -0.0029  -0.0087  -0.0099
Si  -0.0512  -0.015  0.0253
Si  -0.0165  -0.0405  -0.0798
Si  0.0251  0.0088  0.0267
Si  -0.0966  0.0081  0.0424
Si  -0.0009  0.049  0.0631
Si  0.058  0.0065  0.0589
Si  -0.0178  0.016  0.0571
Si  0.0124  -0.0026  0.0472
Si  -0.001  -0.0139  0.0556
Si  0.0174  0.0224  0.0621
Si  -0.0043  0.0038  0.0321
Si  0.0168  0.0268  0.0598
Si  -0.0188  0.0301  0.0411
Si  -0.0555  0.0268  0.0484
Si  0.065  0.0143  0.0592
O  -0.0318  -0.0235  -0.0016
O  0.0251  -0.0017  -0.0314
O  -0.0018  -0.0235  0.0029
O  0.0429  -0.0267  0.0263
O  -0.0063  -0.0079  -0.0119
O  0.0175  -0.0157  -0.0215
O  0.009  0.004  -0.0114
O  -0.0096  0.0093  -0.0142
O  0.0041  -0.0209  -0.0076
O  0.0253  -0.0033  -0.0195
O  -0.023  -0.0167  -0.0129
O  -0.0324  -0.0144  -0.0031
O  0.0003  0.0161  0.0074
O  0.0034  0.0083  0.0003
O  -0.0016  0.0071  0.014
O  -0.0093  -0.0081  0.0164
O  -0.0026  -0.0021  -0.0058
O  0.0113  0.0057  0.0001
O  0.0365  0.0056  -0.0052
O  -0.0143  0.0112  0.007
O  -0.0041  0.0185  0.0021
O  0.0016  0.0106  0.0202
O  0.0226  0.0021  -0.0048
O  -0.0369  0.0165  -0.01
Si  0.0017  -0.0002  0.0017
Si  0.003  0.0015  -0.0026
Si  0.005  -0.0042  0.0139
Si  0.0021  -0.0045  0.0075
Si  0.0135  -0.0024  -0.0091
Si  0.0009  0.0058  -0.0178
Si  -0.0002  -0.003  -0.002
Si  0.0029  -0.0003  0.0013
Si  -0.0035  0.0046  -0.0105
Si  0.0021  -0.0013  0
Si  -0.0006  0.0016  -0.0004
Si  0.0043  0.0073  -0.005
Si  -0.0074  0.0047  -0.0023
Si  -0.0026  -0.0084  -0.0023
Si  0.0054  0.0046  0.0023
Si  0.0028  -0.0009  -0.0021
Si  0.0068  -0.0063  -0.0076
Si  0.0017  0.0016  0.0188
Si  -0.0045  0.0061  0.0055
Si  -0.0017  0.0013  -0.0113
Si  -0.0024  0.0096  0.0067
Si  -0.0001  -0.0032  -0.0057
Si  0.0008  -0.0097  0.0059
Si  0.0003  -0.0011  -0.0074
Si  0.003  0.0044  0.0002
Si  -0.0013  0.0001  0.0021
Si  0.0037  -0.0008  -0.005
Si  -0.0038  0.0015  0.0014
Si  -0.0042  0.0055  -0.0112
Si  -0.0034  0.0023  -0.0049
Si  0.0095  0  0.0121
Si  0.0039  -0.005  0.0006
B  0.0018  -0.0191  0.0084
Si  0.0025  0.0026  0.0038
Si  -0.0007  0.0037  -0.0004
Si  0.002  -0.0006  0.0036
Si  -0.0028  0.0012  0.0143
Si  0.005  0.0026  0.0061
Si  -0.0008  -0.0036  0.0104
Si  0.0032  -0.0059  -0.0014
Si  0.0017  -0.0019  -0.0153
B  0.013  0.0074  -0.0125
Si  -0.0132  0.0038  0.0008
Si  0.0014  -0.0001  -0.0042
Si  -0.0022  -0.0032  0.0022
Si  0.0037  0.0027  -0.0108
Si  0.0024  0.0002  -0.0015
O  0.0009  0.0038  -0.0056
O  -0.0064  -0.006  -0.0186
O  -0.0039  -0.014  -0.0251
O  0.0027  -0.0075  0.0127
O  0.0172  -0.0094  0.0237
O  -0.0089  -0.004  0.0329
O  0.013  -0.006  0.0147
O  -0.0358  0.0133  -0.0086
O  0.0073  0.0088  0.0173
O  -0.0202  0.008  -0.0221
O  -0.0032  0.0068  -0.0051
O  0.0028  -0.0031  0.0051
O  0.013  0.0122  -0.024
O  0.0021  0.0017  0.0042
O  -0.0209  -0.0064  0.0239
O  -0.0023  0.0111  0.018
O  -0.0251  0.0032  0.0199
O  0.0114  -0.0003  -0.012
O  0.0168  0.0095  0.0159
O  0.0009  -0.0201  -0.0065
O  0.0044  -0.014  -0.0253
O  -0.0036  -0.0264  -0.009
O  0.0041  0.0092  -0.017
O  0.0006  0.0193  -0.0047
O  -0.0129  0.0096  -0.0116
O  -0.0192  0.0313  -0.0025
O  -0.0028  -0.0225  0.0105
O  0.0149  -0.0167  0.0074
O  0.0006  -0.0347  -0.0145
O  0.0184  -0.0091  -0.0166
O  0.003  -0.0092  0.0164
O  0.0002  -0.0151  0.0198
O  -0.0121  -0.0004  0.0311
O  -0.025  -0.0081  -0.0286
O  -0.0038  -0.0142  -0.0273
O  -0.023  -0.0115  -0.0171
O  0.0016  -0.011  0.022
O  -0.0029  0.0113  0.0049
O  0.019  0.015  0.0016
O  -0.0062  0.0038  -0.0203
O  0.0067  0.0079  0.0307
O  -0.0095  -0.0191  -0.0172
O  -0.0125  -0.0017  0.0116
O  0.0039  0.0331  -0.0032
O  -0.0255  0.0009  -0.0189
O  -0.0024  0.0245  -0.0179
O  0.0153  -0.0134  -0.0004
O  0.0045  0.0139  0.0121
O  -0.0132  0.0125  -0.0102
O  -0.0111  0.0075  0.0053
O  -0.0098  -0.0053  0.0098
O  0.0089  -0.0172  -0.002
O  -0.0091  0.0192  -0.0063
O  0.0162  -0.006  -0.0243
O  -0.0244  0.0079  0.0166
O  -0.008  -0.0269  0.0105
O  -0.0011  0.0172  0.0193
O  0.0251  -0.0063  -0.0119
O  -0.0005  0.0016  -0.0133
O  0.0075  0.0014  0.016
O  0.0099  0.0195  0.0237
O  0.0022  0.0035  0.0101
O  0.0075  0.0337  -0.0178
O  -0.006  -0.0119  -0.0072
O  -0.0005  0.0074  0.0093
O  0.0027  -0.0124  -0.0008
O  0.0119  0.0121  0.0292
O  -0.0059  0.0091  0.0059
O  0.0117  -0.02  0.0117
O  0.0243  0.0274  0.0018
O  0.0133  -0.012  -0.0121
O  -0.0252  -0.014  -0.0078
O  0.0124  -0.0144  -0.0109
O  -0.0142  -0.0284  -0.015
O  -0.0023  -0.0088  0.0382
O  0.004  0.0004  0.0015
O  -0.0067  0.0134  0.0176
O  0.0087  0.0129  0.0335
O  -0.0079  -0.0068  0.0062
O  0.0252  -0.0159  -0.0145
O  -0.0018  0.0013  0.0299

The program warned: the cutoff lies below the one the program advises for these potential files; the exchange-correlation potential is rough where the density is thin.
